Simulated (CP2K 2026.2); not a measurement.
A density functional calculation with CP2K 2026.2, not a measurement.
Periodic cell of 515 atoms, Si360O155, from a study of silicon, its oxide and their interface. The atomic structure is a simulated model.
Doubt: the forces sum to 2.37 eV/angstrom along one axis rather than to zero, so they err by at least 0.0046 eV/angstrom per atom on average; the grid cutoff is modest.

Settings
functional: PBE
method: Gaussian and plane waves
basis set: DZVP-MOLOPT-SR-GTH
pseudopotentials: GTH-PBE
grid cutoff: 350 Ry, relative cutoff 50 Ry
k points: Gamma only
occupations: fixed
spin: none
net charge: 0

Cell vectors (angstrom)
a 16.32 0 0
b 0 16.32 0
c 0.0861 -6.4266 34.4016

Atoms and the computed forces on them: element, x, y, z (angstrom), force x, y, z (eV/angstrom)
Si 15.393 14.449 1.597 0.12 -0.095 0.591
Si 1.733 0.931 1.075 -0.025 -0.027 -0.042
Si 14.427 4.554 1.403 -0.04 0.063 -0.037
Si 11.962 6.59 28.144 0.002 0.027 0.027
Si 14.474 9.919 1.474 -0.188 0.249 0.414
Si 0.729 12.719 1.497 0.015 0.05 -0.01
Si 3.482 15.513 1.312 -0.033 0.012 -0.039
Si 6.513 1.638 1.561 -0.037 -0.03 -0.057
Si 4.838 3.45 1.261 -0.005 -0.25 0.675
Si 7.082 6.514 1.572 -0.151 0.27 0.743
Si 4.686 9.903 0.811 0.184 0.364 0.564
Si 7.299 12.191 1.347 -0.364 0.377 0.081
Si 9.849 14.858 1.452 0.279 -0.356 0.435
Si 12.233 1.427 1.16 -0.15 0.064 0.721
Si 9.139 4.214 1.796 0.224 -0.039 0.738
Si 12.724 6.293 1.503 0.179 -0.224 0.564
Si 9.389 9.852 1.616 0.013 -0.028 0.653
Si 12.727 11.828 1.581 0.026 0.042 0.02
Si 0.093 -0.002 2.594 -0.022 0.009 -0.052
Si 2.812 2.646 2.403 0.012 0.029 -0.113
Si 16.053 5.402 2.859 -0.022 -0.027 -0.005
Si 2.94 7.941 2.57 -0.245 0.148 0.746
Si 16.212 10.912 2.738 -0.029 -0.013 -0.056
Si 2.557 13.741 2.62 0.052 -0.054 0.002
Si 5.262 0.031 2.699 0.06 -0.026 -0.007
Si 8.012 2.652 3.061 -0.018 0.024 -0.047
Si 5.495 5.258 2.729 0.002 -0.027 -0.067
Si 8.167 8.217 2.788 0.022 -0.012 -0.005
Si 5.602 11.121 2.568 -0.029 -0.036 -0.096
Si 8.33 13.684 2.779 0.039 0.005 -0.021
Si 10.987 0.086 2.718 0.069 0.046 -0.065
Si 13.536 2.757 2.597 0.012 -0.035 -0.05
Si 10.927 5.387 2.774 -0.009 0.027 -0.006
Si 13.536 8.151 2.754 -0.048 0.027 -0.016
Si 10.985 10.945 2.907 0.026 -0.054 0.003
Si 13.709 13.495 2.913 0.029 -0.028 0.024
Si 14.995 1.385 3.902 -0.054 -0.026 -0.005
Si 1.384 4.025 3.86 0.081 -0.024 -0.008
Si 14.915 6.893 4.2 0.013 0.024 -0.005
Si 1.427 9.443 3.831 0.039 -0.055 -0.016
Si 14.997 12.168 4.305 -0.006 0.036 0.007
Si 1.321 15.01 4.142 -0.008 0.027 -0.033
Si 3.981 1.393 4.088 0.005 0.03 -0.005
Si 6.734 4.079 4.322 0.003 -0.017 0.053
Si 4.151 6.672 4.085 0.007 0.022 -0.004
Si 6.754 9.596 4.038 -0.028 0.03 0.01
Si 4.044 12.339 3.877 0.002 -0.017 -0.017
Si 6.747 14.976 3.978 -0.003 -0.01 0.028
Si 9.549 1.296 4.149 0.034 0.008 0.016
Si 12.239 4.02 4.132 -0.002 -0.029 -0.007
Si 9.565 6.827 4.109 -0.026 0.004 -0.01
Si 12.194 9.437 4.205 -0.006 0.015 0.018
Si 9.603 12.323 4.198 0 -0.015 0.026
Si 12.314 14.994 4.088 -0.017 0.008 0.002
Si 13.688 0.041 5.391 0.013 -0.017 -0.004
Si 0.036 2.71 5.315 0.01 0.032 0.002
Si 13.573 5.444 5.478 -0.018 -0.014 -0.023
Si 0.08 8.214 5.406 0.034 0.032 -0.005
Si 13.586 10.805 5.546 -0.022 -0.015 -0.015
Si 0.031 13.611 5.525 0.009 0.009 0.015
Si 2.682 0.03 5.48 -0.005 0.008 0.002
Si 5.337 2.689 5.531 -0.037 0.023 0.026
Si 2.685 5.366 5.359 -0.004 0.005 0.008
Si 5.454 8.158 5.398 0.01 0.009 -0.015
Si 2.742 10.868 5.249 -0.036 -0.007 -0.01
Si 5.408 13.609 5.351 0.02 -0.018 0.013
Si 8.116 -0.044 5.432 -0.006 0.008 -0.015
Si 10.88 2.691 5.498 0.004 -0.024 0.014
Si 8.192 5.477 5.496 0.031 -0.018 -0.008
Si 10.852 8.124 5.562 0.002 -0.028 0.004
Si 8.162 10.904 5.435 -0.022 -0.018 -0.039
Si 10.946 13.678 5.517 -0.02 0.013 -0.032
Si 14.971 14.987 6.824 -0.009 -0.001 0.004
Si 1.321 1.388 6.801 -0.037 -0.017 0.006
Si 15.001 4.069 6.741 0.042 -0.012 -0.023
Si 1.381 6.779 6.741 -0.016 0.001 -0.003
Si 15.02 9.498 6.838 -0.004 -0.015 -0.005
Si 1.434 12.205 6.755 0.031 -0.016 -0.021
Si 4.089 14.97 6.766 0.024 -0.021 0.017
Si 6.777 1.335 6.806 0.009 -0.002 0.012
Si 4.005 4.078 6.834 -0.012 -0.013 0.004
Si 6.813 6.844 6.813 0.005 -0.004 -0.007
Si 4.062 9.525 6.71 -0.022 0.008 -0.019
Si 6.769 12.259 6.759 0.007 0.023 -0.024
Si 9.497 14.966 6.83 0.007 0.001 -0.013
Si 12.284 1.339 6.8 0.01 -0.004 -0.035
Si 9.526 4.077 6.834 0.006 0.02 0.017
Si 12.231 6.766 6.875 -0.005 -0.013 0.017
Si 9.488 9.537 6.837 -0.005 0.011 0.001
Si 12.252 12.241 6.849 0.017 0.006 0.018
Si 16.321 0.018 8.18 0.004 -0.007 0.02
Si 2.676 2.72 8.193 -0.014 0.018 0.012
Si 16.333 5.437 8.125 -0.001 0.009 0.012
Si 2.731 8.155 8.104 -0.013 0.009 -0.001
Si 0.049 10.889 8.154 -0.021 0.014 0.001
Si 2.757 13.585 8.132 -0.002 -0.005 0.009
Si 5.437 -0.023 8.169 0.007 0.014 0.005
Si 8.14 2.712 8.155 0.001 0.002 0.01
Si 5.421 5.456 8.134 0.004 -0.014 -0.013
Si 8.149 8.178 8.202 0.011 0.007 0.017
Si 5.421 10.875 8.109 0.029 -0.002 0
Si 8.14 13.586 8.161 -0.011 -0.011 -0.005
Si 10.886 0.004 8.162 -0.023 0.008 -0.002
Si 13.638 2.722 8.139 -0.003 -0.007 -0.003
Si 10.874 5.416 8.216 0.005 0.001 0.01
Si 13.633 8.137 8.178 0.014 -0.007 -0.006
Si 10.871 10.886 8.185 -0.012 0.015 0.004
Si 13.616 13.611 8.18 0.002 0.008 0.006
Si 14.962 1.383 14.934 -0.012 0.001 -0.006
Si 1.362 4.09 14.974 0 0.004 0.002
Si 14.973 6.808 14.993 0.008 0.006 0
Si 1.385 9.53 14.975 0.01 -0.01 0
Si 14.975 12.231 14.924 -0.003 0.006 -0.014
Si 1.361 -1.352 14.924 -0.005 -0.006 -0.016
Si 4.077 1.379 14.968 0.003 0.001 -0.011
Si 6.808 4.09 14.969 0.008 0 0
Si 4.08 6.805 14.971 0.002 -0.004 -0.014
Si 6.78 9.505 14.95 0.001 0.008 -0.022
Si 4.091 12.216 14.988 0.001 -0.011 0
Si 6.789 -1.351 14.962 0.016 0.008 0.001
Si 9.508 1.361 14.964 0.008 -0.017 -0.001
Si 12.227 4.076 14.953 0.004 -0.023 -0.015
Si 9.506 6.768 14.961 -0.009 0.022 -0.003
Si 12.251 9.486 14.958 -0.017 0.006 -0.006
Si 9.518 12.22 14.929 0.019 -0.008 -0.011
Si 12.242 -1.356 14.926 -0.006 0.003 -0.012
Si 13.599 0.023 16.268 0.001 -0.013 -0.019
Si 16.304 2.735 16.321 -0.006 -0.02 -0.015
Si 13.561 5.452 16.317 -0.027 0.014 0.009
Si 0.042 8.172 16.344 0.004 0 0.002
Si 13.635 10.855 16.284 0.002 -0.018 0.003
Si 16.33 -2.717 16.272 -0.015 -0.004 -0.006
Si 2.672 0.036 16.298 0.002 0 -0.003
Si 5.444 2.743 16.329 0.013 0.01 0.002
Si 2.725 5.453 16.336 0.003 0.003 -0.018
Si 5.438 8.157 16.34 0.006 0.005 -0.004
Si 2.763 10.841 16.377 0.012 -0.009 0.006
Si 5.442 -2.717 16.326 0.005 -0.02 0.006
Si 8.148 0 16.329 0.019 -0.001 0.002
Si 10.873 2.718 16.321 -0.002 0.023 0.009
Si 8.155 5.435 16.368 0.03 -0.03 0.001
Si 10.903 8.086 16.31 0.017 -0.014 -0.008
Si 8.14 10.87 16.283 0.013 0.024 -0.004
Si 10.883 -2.733 16.261 -0.016 0.003 -0.017
Si 15.012 -1.288 17.595 0.021 -0.004 -0.007
Si 1.321 1.383 17.71 -0.014 0.022 0.003
Si 14.932 4.113 17.643 0.002 0.029 0.017
Si 1.452 6.865 17.72 0.049 0.003 0.03
Si 14.936 9.467 17.69 -0.009 0.013 -0.027
Si 1.328 12.209 17.631 0.01 0.029 0.015
Si 4.025 -1.342 17.61 0.002 -0.009 0.012
Si 6.838 1.419 17.685 -0.014 -0.034 0.012
Si 4.056 4.077 17.698 -0.004 0.001 -0.008
Si 6.731 6.763 17.712 -0.047 -0.012 0.022
Si 4.159 9.503 17.792 -0.022 0.023 0.011
Si 6.829 12.246 17.687 0.032 0.001 -0.022
Si 9.495 -1.431 17.641 0.004 -0.032 -0.033
Si 12.21 1.316 17.654 0.009 0.005 0.047
Si 9.584 4.115 17.718 0.001 -0.009 -0.022
Si 12.209 6.737 17.776 -0.025 -0.004 -0.003
Si 9.507 9.463 17.565 0.01 -0.009 0.026
Si 12.304 12.278 17.583 0.007 0.017 0.024
Si 16.269 0.042 19.086 -0.007 -0.001 -0.003
Si 2.661 2.763 19.064 0.011 -0.001 -0.023
Si 16.296 5.535 18.943 -0.032 0.001 -0.019
Si 2.864 8.123 19.22 -0.017 -0.014 -0.015
Si 16.294 10.844 19 0.003 0.001 -0.005
Si 2.642 -2.703 18.954 -0.021 0.002 -0.031
Si 5.386 0.048 18.913 -0.002 0.001 -0.041
Si 8.257 2.764 19.06 -0.006 -0.001 0
Si 5.359 5.409 19.119 0.02 0.043 -0.002
Si 8.175 8.106 18.968 0.047 0.034 0.067
Si 5.546 10.914 19.12 -0.035 -0.033 0.008
Si 8.195 -2.771 19.093 -0.014 0.036 -0.016
Si 10.857 -0.121 18.983 0.016 0.009 0.012
Si 13.548 2.733 18.964 -0.02 0.029 0.035
Si 10.898 5.375 19.256 0.04 -0.007 0.009
Si 13.595 8.097 19.095 0.02 0.036 -0.036
Si 10.917 10.846 18.794 -0.019 0.001 0.013
Si 13.674 -2.627 18.916 -0.048 -0.011 -0.006
Si 14.837 1.416 20.387 0.025 0.002 0.067
Si 1.232 4.164 20.325 0.011 -0.008 0.049
Si 14.971 6.755 20.467 -0.033 0.053 0.074
Si 1.352 9.516 20.379 0.009 -0.049 0.005
Si 14.948 12.296 20.279 0.014 0.022 0.022
Si 1.29 -1.378 20.394 0.009 -0.009 0.051
Si 4.041 1.37 20.345 -0.016 -0.021 0.042
Si 6.863 4.139 20.388 -0.005 -0.063 0.012
Si 4.096 6.641 20.742 -0.054 0.027 0.025
Si 7.088 9.604 20.412 0.332 0.438 -0.489
Si 4.029 12.295 20.308 0.034 0.023 0.02
Si 6.714 -1.327 20.262 -0.02 -0.062 0.006
Si 9.59 1.287 20.348 -0.048 0.036 0.001
Si 12.312 3.928 20.588 -0.004 0.012 0.059
Si 9.444 6.806 20.489 0.033 0.011 0.011
Si 12.174 9.536 20.263 -0.034 -0.004 0.015
Si 9.708 12.131 20.3 -0.007 0.007 0.031
Si 12.289 -1.4 20.365 0.031 -0.014 0.027
Si 13.158 0.356 21.684 -0.044 0.065 0.054
Si 15.892 3.154 21.604 -0.349 0.116 -0.47
Si 14.174 4.923 21.753 0.01 -0.106 -0.043
Si 0.148 8.052 21.768 -0.23 0.066 -0.624
Si 13.212 11.281 21.434 -0.305 0.173 -0.488
Si 0.142 -2.956 21.745 -0.22 0.237 -0.702
Si 2.867 -0.198 21.649 -0.1 0.065 -0.595
Si 5.649 2.542 21.569 -0.048 0.074 -0.665
Si 2.206 5.656 21.858 0.246 -0.073 -0.661
Si 5.983 7.326 22.132 -0.014 -0.776 -0.195
Si 2.424 11.184 21.597 0.318 -0.345 -0.122
Si 5.094 -2.38 21.582 0.025 -0.036 -0.632
Si 7.819 0.269 21.522 0.372 -0.349 -0.095
Si 11.343 2.038 21.777 0.044 -0.005 -0.005
Si 7.783 5.766 21.861 -0.029 -0.03 0.097
Si 10.544 8.541 21.638 -0.021 0.02 0.038
Si 8.928 10.377 21.667 0.057 -0.069 -0.06
Si 11.515 -3.314 21.493 0.029 -0.015 0.001
Si 14.204 0.053 23.795 -0.303 0.097 -0.622
Si 3.025 1.281 28.376 -0.148 0.044 -0.029
Si 13.357 5.313 23.914 0.312 0.027 -0.492
Si 14.384 9.453 23.604 0.041 0.136 -0.092
Si 14.054 11.193 26.011 -0.032 0.028 -0.028
Si 15.311 -2.492 24.721 0.035 0.026 -0.088
Si 2.98 5.261 24.711 -0.048 -0.12 0.047
Si 5.423 1.04 26.425 0.03 0.024 -0.105
Si 0.817 1.247 23.646 -0.06 0.042 -0.147
Si 9.339 6.337 26.48 0.104 0.028 0.042
Si 2.727 9.406 26.134 0.126 -0.018 0.037
Si 13.867 -5.149 28.996 0.014 -0.029 -0.099
Si 8.674 -0.391 23.519 -0.252 0.069 -0.502
Si 12.69 2.492 25.215 -0.011 -0.038 -0.069
Si 8.956 -0.597 29.711 -0.174 -0.086 -0.068
Si 11.8 7.807 23.531 -0.485 0.109 -0.475
Si 8.507 -5.483 29.363 0.106 0.01 -0.008
Si 10.542 -2.775 23.496 0.247 -0.325 -0.607
Si 3.063 -3.683 31.002 -0.109 -0.069 0.034
Si 11.164 9.523 28.654 -0.044 -0.086 -0.046
Si 14.578 6.091 26.705 -0.065 -0.074 -0.067
Si 6.741 1.786 33.506 -0.02 -0.113 0.128
Si 3.271 10.503 23.599 -0.214 0.216 -0.549
Si 13.905 2.13 30.095 0 0.065 0.056
Si 15.901 -1.966 33.842 -0.349 0.043 0.526
Si 15.854 0.176 31.689 0.096 -0.063 0.108
Si 1.128 6.234 33.593 -0.208 -0.058 0.733
Si 14.578 3.109 27.358 0.016 0.015 -0.017
Si 6.411 -0.085 31.171 0.128 -0.077 -0.005
Si 8.915 -2.994 27.712 0.064 0.072 0.054
Si 7.578 0.126 0.031 -0.237 0.389 0.418
Si 9.843 2.353 33.328 0.116 -0.012 0.022
Si 6.441 4.086 30.192 -0.011 0.041 -0.194
Si 11.547 -0.218 33.139 -0.043 0.036 0.093
Si 5.781 -3.983 24.136 -0.001 0.021 -0.129
Si 0.665 1.582 26.595 0.03 -0.015 -0.023
Si 3.84 8.36 30.797 -0.012 0.027 -0.048
Si 3.541 3.361 30.596 -0.088 0.018 0.046
Si 8.576 11.151 23.837 0.113 -0.25 -0.647
Si 8.125 6.18 31.328 -0.074 0.07 0.048
Si 7.111 6.414 28.572 -0.025 0.065 -0.023
Si 8.208 4.727 23.983 -0.249 0.325 -0.524
Si 0.969 -4.78 33.182 0.253 -0.162 0.665
Si 10.132 2.208 23.843 0.428 -0.061 -0.638
Si 2.465 3.63 33.346 0.053 -0.068 0.028
Si 13.428 -2.184 28.43 -0.042 -0.09 -0.045
Si 13.181 5.145 30.612 0.006 -0.039 -0.19
Si 1.685 -1.166 29.71 -0.136 -0.053 0.009
Si 0.177 1.852 34.207 -0.162 -0.393 0.365
Si 0.757 6.441 1.105 -0.613 0.301 0.207
Si 4.483 8.036 24.402 0.237 0.09 0.152
Si 5.497 -2.659 32.567 0.032 -0.062 0.106
Si 6.798 -1.697 25.711 0.092 0 -0.075
Si 10.708 5.15 32.366 -0.051 -0.092 0.04
Si 11.395 13.314 0.299 0.073 0.068 0.627
Si 8.155 -4.295 32.191 0.036 0.004 0.121
Si 2.137 6.005 29.768 0.085 0.155 -0.074
Si 1.331 6.671 26.807 -0.025 -0.109 0.038
Si 13.594 8.985 33.842 0.025 -0.056 0.128
Si 5.359 3.407 24.461 0.089 0.12 -0.032
Si 6.625 7.126 33.924 0.258 -0.49 0.428
Si 11.993 -0.017 30.266 0.005 0.013 -0.062
Si 6.036 8.981 28.955 -0.159 0.041 -0.048
Si 11.726 -3.31 26.211 -0.048 -0.097 0.065
Si 16.281 -1.398 27.32 0.054 -0.067 -0.108
Si 10.113 9.137 25.786 -0.045 -0.021 -0.083
Si 10.498 -3.207 33.734 0.139 -0.048 0.004
Si 15.225 9.811 31.457 -0.01 0.07 0.139
Si 3.466 10.465 28.829 0.107 -0.063 0.04
Si 15.804 6.853 31.164 -0.013 -0.051 0.11
Si 3.792 7.987 33.665 0.067 0.352 0.651
Si 6.996 1.374 28.863 -0.016 -0.06 0.053
Si 14.963 1.37 9.537 0.016 -0.01 0.006
Si 1.345 4.098 9.536 0.003 -0.018 0.007
Si 14.979 6.776 9.523 -0.011 -0.007 0.013
Si 1.381 9.502 9.5 -0.008 -0.01 0
Si 14.996 12.245 9.515 0.006 0.022 -0.002
Si 1.382 -1.369 9.495 -0.014 0.005 -0.009
Si 4.069 1.35 9.517 0.003 0.002 -0.01
Si 6.778 4.085 9.5 0.01 0 -0.001
Si 4.08 6.816 9.504 0.001 0.024 0.002
Si 6.774 9.54 9.52 -0.011 0.003 0.01
Si 4.096 12.232 9.507 0.005 0.01 -0.009
Si 6.798 -1.369 9.53 0.005 0 0.003
Si 9.52 1.365 9.514 0.013 0.012 0.009
Si 12.266 4.059 9.527 -0.013 0.025 0.004
Si 9.514 6.8 9.544 0.004 -0.023 0.001
Si 12.256 9.513 9.517 0.014 0.005 -0.012
Si 9.501 12.236 9.533 -0.027 -0.007 0.013
Si 12.231 -1.365 9.529 -0.011 -0.026 -0.004
Si 13.592 0.003 10.878 -0.014 0.013 0.001
Si 16.318 2.732 10.896 -0.015 0.028 0.007
Si 13.609 5.434 10.885 0.025 -0.014 0.001
Si 16.339 8.15 10.869 -0.002 -0.001 0.001
Si 13.624 10.878 10.868 -0.002 0.011 -0.002
Si 16.344 13.607 10.874 0.001 -0.001 0.005
Si 2.723 -0.013 10.882 0.007 -0.012 -0.008
Si 5.427 2.724 10.871 0 -0.005 -0.002
Si 2.723 5.457 10.878 -0.019 -0.008 -0.002
Si 5.431 8.167 10.878 0.004 0.003 0.002
Si 2.732 10.87 10.861 0.007 0 -0.001
Si 5.443 13.588 10.883 0.02 -0.003 0.006
Si 8.159 0.003 10.877 -0.008 -0.012 -0.003
Si 10.882 2.715 10.875 0.003 -0.014 -0.005
Si 8.142 5.433 10.877 -0.008 0.011 0.007
Si 10.894 8.156 10.887 -0.008 -0.004 -0.005
Si 8.145 10.878 10.892 0.006 0.01 -0.002
Si 10.87 13.594 10.886 -0.004 0.002 0.002
Si 14.963 -1.36 12.222 0.007 0 -0.002
Si 1.369 1.365 12.237 -0.002 -0.003 -0.005
Si 14.963 4.09 12.254 -0.011 -0.015 0.008
Si 1.363 6.802 12.252 0.002 0.013 0.004
Si 14.984 9.515 12.231 -0.002 -0.006 -0.002
Si 1.384 12.239 12.227 -0.007 -0.003 -0.002
Si 4.085 -1.371 12.244 0.002 -0.008 -0.006
Si 6.789 1.363 12.234 0.011 0.009 -0.009
Si 4.081 4.093 12.24 0.011 0.001 -0.001
Si 6.794 6.803 12.236 -0.004 -0.007 0.003
Si 4.073 9.517 12.24 -0.001 0.004 -0.001
Si 6.795 12.239 12.254 -0.002 0.002 0.002
Si 9.515 -1.356 12.241 -0.003 0.003 0.009
Si 12.236 1.362 12.239 -0.011 -0.003 0.004
Si 9.509 4.069 12.227 0.017 0.009 -0.008
Si 12.249 6.792 12.25 0.005 -0.01 0.006
Si 9.517 9.507 12.236 -0.004 0.005 -0.007
Si 12.243 12.223 12.227 -0.001 0.002 0.002
Si 16.314 0.007 13.58 -0.011 -0.001 0
Si 2.722 2.736 13.602 0 0.005 -0.001
Si 16.319 5.446 13.619 -0.013 -0.018 -0.011
Si 2.722 8.16 13.609 -0.011 -0.008 -0.003
Si 16.354 10.879 13.587 0.019 0.026 -0.011
Si 2.739 13.584 13.609 0.013 0.01 -0.002
Si 5.429 0.007 13.602 -0.001 -0.014 -0.008
Si 8.15 2.717 13.6 -0.014 -0.017 -0.003
Si 5.444 5.451 13.608 0.014 0.022 0.002
Si 8.16 8.149 13.603 0.015 -0.004 -0.001
Si 5.43 10.871 13.599 0.002 -0.004 -0.002
Si 8.154 13.607 13.602 0 -0.004 0.007
Si 10.873 0.01 13.594 0.01 0.017 0.003
Si 13.593 2.733 13.589 0.012 0.016 -0.009
Si 10.865 5.424 13.589 -0.021 -0.013 0.005
Si 13.629 8.154 13.598 0.014 0.016 0.004
Si 10.887 10.852 13.592 -0.014 -0.011 -0.006
Si 13.602 13.592 13.576 -0.018 -0.017 0.003
O 2.264 6.829 1.583 0.414 -0.196 -0.253
O 4.023 8.641 1.581 0.058 -0.313 -0.22
O 5.869 2.992 34.117 0.17 0.118 -0.114
O 6.22 8.824 21.555 -0.205 0.213 0.208
O 7.015 11.299 24.232 -0.057 -0.567 0.421
O 0.336 2.645 22.982 -0.02 0.441 0.233
O 15.801 8.89 23.031 0.109 -0.05 0.442
O 4.879 -2.547 34.068 -0.372 0.343 -0.248
O 2.951 9.332 29.862 -0.482 -0.185 -0.051
O 15.928 -2.569 23.23 0.225 0.319 0.053
O 13.138 2.735 26.735 -0.215 -0.022 0.536
O 5.006 3.25 22.89 -0.606 0.263 -0.109
O 3.624 6.707 24.514 0.031 0.309 -0.11
O 5.908 7.547 23.789 0.5 -0.163 0.415
O 1.304 -4.038 22.068 0.233 -0.126 0.396
O 2.039 0.531 22.859 0.002 0.115 0.359
O 6.735 1.412 22.043 0.111 0.011 0.113
O 10.026 -1.257 23.31 0.165 0.263 -0.253
O 10.287 -3.298 26.921 -0.194 -0.339 -0.043
O 6.209 5.127 28.96 -0.644 -0.134 -0.093
O 0.935 -1.197 34.377 0.575 -0.122 -0.076
O 7.85 -2.214 26.806 0.029 0.187 0.292
O 13.172 0.325 0.423 0.342 0.303 0.214
O 13.337 8.271 23.266 0.194 -0.332 -0.29
O 11.701 -4.145 34.289 0.311 0.143 -0.249
O 5.884 -0.482 26.212 -0.364 -0.145 0.344
O 11.314 8.545 24.883 0.156 0.007 0.1
O 9.059 15.882 0.407 0.367 0.272 -0.047
O 9.677 -3.79 32.475 0.307 0.097 -0.29
O 9.286 10.235 24.963 0.002 -0.103 0.108
O 16.342 0.182 27.048 -0.321 0.106 0.111
O 6.455 1.776 27.417 0.11 0.31 0.004
O 14.906 -1.715 28.071 0.071 0.085 0.171
O 12.411 -0.318 31.795 0.462 -0.369 0.183
O 12.22 5.354 31.884 0.389 0.048 0.555
O 3.198 6.892 30.617 0.342 -0.392 0.282
O 4.257 8.854 25.8 0.279 0.207 0.391
O 14.142 -1.36 24.604 -0.289 -0.219 0.186
O 11.966 6.195 23.792 -0.539 -0.383 0.152
O 7.174 2.743 29.689 0.44 0.011 0.066
O 8.336 10.948 0.962 -0.068 0.108 -0.55
O 7.556 6.995 32.6 0.362 0.353 -0.172
O 6.707 8.696 34.387 -0.263 0.21 0.465
O 14.594 11.023 27.538 0.668 -0.358 -0.144
O 9.181 3.49 23.607 -0.11 0.022 -0.317
O 10.406 -0.127 30.168 -0.027 0.314 0.36
O 9.712 5.944 31.384 0.056 0.321 -0.303
O 1.087 -1.882 28.378 0.258 -0.765 -0.067
O 2.096 6.413 28.207 0.471 -0.05 -0.048
O 13.034 3.774 24.301 0.107 -0.099 -0.171
O 3.22 -4.454 29.58 -0.043 0.489 -0.238
O 0.634 6.167 30.293 -0.136 -0.34 -0.377
O 15.115 9.251 0.082 -0.005 0.024 -0.274
O 5.503 -1.22 31.837 -0.248 0.279 -0.162
O 10.825 6.05 27.097 0.215 -0.183 -0.225
O 12.653 -2.293 27.029 0.036 0.338 -0.408
O 16.347 -5.876 32.443 -0.142 -0.385 -0.155
O 3.977 1.006 27.113 -0.241 -0.297 -0.432
O 14.73 -3.908 25.203 0.139 -0.173 -0.163
O 8.076 -4.602 30.63 -0.38 0.101 -0.286
O 6.515 6.971 0.124 -0.215 -0.377 -0.342
O 5.43 1.915 25.075 -0.05 -0.229 -0.171
O 6.252 1.245 32.074 -0.124 0.199 -0.156
O 12.483 0.284 34.351 0.315 0.496 -0.235
O 10.241 9.109 0.434 0.517 -0.264 0.049
O 12.324 5.469 29.264 -0.323 -0.208 -0.221
O 0.19 1.254 32.7 0.113 0.251 -0.386
O 3.894 9.029 23.258 -0.157 -0.258 -0.734
O 14.833 14.746 0.078 0.245 0.053 -0.37
O 11.595 -2.784 24.706 0.567 0.25 -0.104
O 12.714 -1.098 29.343 0.166 -0.002 -0.1
O 9.129 0.99 24.233 0.037 0.112 0.641
O 8.394 -4.463 28.118 -0.182 -0.4 -0.304
O 14.403 6.177 30.761 -0.043 0.118 -0.015
O 15.337 -1.107 32.564 -0.505 -0.109 -0.172
O 10.358 3.567 32.393 0.177 -0.273 -0.271
O 3.639 4.203 34.303 0.158 0.667 0.137
O 5.017 10.139 28.451 0.117 0.485 -0.168
O 2.348 7.285 33.463 -0.018 -0.029 -0.202
O 1.795 5.467 25.801 -0.466 -0.443 0.019
O 9.979 10.172 29.551 0.132 0.074 0.562
O 9.347 3.224 0.528 -0.285 -0.525 -0.212
O 7.948 -0.636 30.998 0.278 -0.194 0.452
O 2.247 10.285 24.854 -0.454 0.346 0.098
O 0.081 -2.102 25.865 0.369 -0.269 0.108
O 10.732 9.774 27.119 0.023 0.415 -0.173
O 2.414 -2.242 30.663 0.013 0.185 0.298
O 12.466 -4.76 26.131 -0.236 -0.453 0.157
O 8.259 5.447 1.199 -0.015 0.295 -0.295
O 16.343 -3.468 33.426 -0.389 0 0.13
O 6.247 7.668 28 -0.049 0.033 -0.434
O 1.591 4.876 32.844 0.019 -0.017 -0.469
O 15.765 8.43 30.828 0.304 0.089 -0.506
O 1.706 1.996 27.757 -0.163 0.496 0.326
O 12.446 1.478 29.841 -0.381 0.33 -0.229
O 1.222 6.918 22.296 0.205 -0.082 0.15
O 1.766 8.132 26.29 -0.289 0.084 0.039
O 1.369 1.479 25.146 0.46 0.13 0.033
O 7.014 -3.223 32.613 0.191 0.355 0.103
O 14.62 4.702 27.534 -0.179 0.214 0.277
O 2.138 -4.421 32.112 0.158 -0.09 -0.119
O 2.436 4.823 23.25 -0.067 -0.346 -0.084
O 6.778 4.203 24.599 -0.111 0.09 0.331
O 12.547 10.25 29.031 0.042 -0.14 0.213
O 4.137 4.217 25.168 0.016 -0.056 0.731
O 7.826 -5.673 32.957 -0.163 -0.128 -0.495
O 7.84 6.933 29.931 0.033 0.356 0.006
O 9.259 -3.694 23.894 -0.449 0.109 0.417
O 9.123 -2.049 29.014 0.154 -0.175 0.24
O 14.697 1.042 30.978 -0.17 -0.28 -0.168
O 4.001 -1.286 22.188 -0.103 0.163 0.415
O 5.825 -2.933 25.354 -0.243 -0.197 0.562
O 15.811 0.316 23.656 0.01 -0.101 -0.174
O 5.385 8.394 30.321 0.33 -0.253 0.394
O 8.378 0.541 28.703 0.429 0.168 -0.397
O 13.713 3.617 30.693 -0.002 -0.06 0.429
O 14.299 5.899 25.114 0.313 0.302 -0.139
O 14.852 -5.544 30.214 0.422 0.118 -0.217
O 13.437 -3.602 29.201 -0.307 0.116 0.552
O 15.808 2.672 26.416 -0.034 0.219 -0.526
O 16.143 6.677 32.737 -0.384 0.137 0.347
O 5.975 0.376 29.671 -0.621 -0.045 -0.208
O 7.403 4.738 31.305 -0.094 -0.365 0.427
O 8.212 5.893 27.532 0.126 -0.247 -0.125
O 11.384 7.928 28.865 -0.195 0.016 0.614
O 10.401 0.902 32.91 -0.406 -0.134 -0.093
O 11.094 2.312 25.148 -0.138 -0.089 0.542
O 4.408 11.519 24.154 -0.156 0.318 0.479
O 13.901 9.505 32.347 -0.364 0.2 -0.363
O 13.34 6.941 27.336 -0.022 0.701 0.115
O 5.911 -3.127 22.772 0.557 -0.221 0.105
O 10.979 -1.697 33.454 -0.168 0.081 0.017
O 7.624 -1.195 24.428 -0.154 0.049 -0.147
O 5.03 6.905 33.629 -0.358 -0.68 -0.084
O 0.552 -0.383 30.568 0.019 0.152 -0.133
O 2.955 2.841 32.021 0.152 -0.351 -0.091
O 3.696 2.231 29.474 0.508 -0.139 0.176
O 9.042 5.562 25.098 0.443 0.204 0.006
O 13.863 10.802 22.87 0.002 0.138 0.392
O 14.75 2.32 28.739 0.576 -0.318 -0.067
O 2.591 4.481 29.951 -0.175 -0.185 -0.307
O 10.56 5.882 33.8 -0.638 -0.123 0.112
O 13.491 1.197 24.69 0.017 -0.211 0.105
O 16.036 6.744 26.916 0.01 0.34 0.149
O 2.737 -0.091 29.157 0.177 -0.129 0.071
O 9.145 7.918 26.198 -0.383 0.274 0.233
O 14.382 9.832 25.183 0.1 -0.42 0.493
O 3.879 8.9 32.319 0.266 0.722 0.06
O 12.37 7.925 33.783 -0.093 0.032 -0.381
O 1.541 2.729 34.312 0.129 0.074 0.424
O 4.537 -3.589 31.661 0.153 -0.518 -0.207
O 7.474 9.639 29.149 0.161 -0.283 0.038
O 2.665 10.352 27.438 -0.305 0.315 -0.061
O 8.245 2.299 33.312 -0.114 0.062 -0.397
O 5.026 3.877 30.908 0.001 0.117 0.405

Results
total energy: -106473.427 eV
total energy less fixed offsets of O -438.35, Si -107.03 eV per atom: 1.623 eV
